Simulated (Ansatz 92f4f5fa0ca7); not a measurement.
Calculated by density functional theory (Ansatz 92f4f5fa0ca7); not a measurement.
Periodic cell of 192 atoms, Si128O64, from a study of silicon, its oxide and their interface. The atomic structure is a simulated model.
This geometry differs little from another in the collection (a relaxation step or a small displacement).

Settings
functional: r2SCAN
potential files: Ansatz PAW
basis: plane waves
wave-function cutoff: 800 eV
density cutoff ratio: 5
exchange-correlation grid ratio: 1
k mesh: 1 x 1 x 1, shifted by 0.5 0.5 0 of a step
self-consistency stop: 1e-10 eV per atom in the density residual
occupations: fixed
spin: none
net charge: 0

Cell vectors (angstrom)
a 10.888 0 0
b 0 10.888 0
c 0 0 28.4403

Atoms: element, x, y, z (angstrom)
Si -0.4094 0.5927 0.0375
Si 2.8883 2.4074 -0.0354
Si 1.3292 6.9927 1.4576
Si 2.9843 7.9893 0.0946
Si 1.3398 -1.1167 -2.0403
Si 8.5394 2.5316 -0.1021
Si 5.1756 5.6804 0.0665
Si 8.1069 7.6713 -0.2495
Si 1.3128 1.4469 1.3832
Si 3.999 4.0636 1.2645
Si -0.2186 5.8589 0.1742
Si 4.8573 10.8124 -0.2013
Si 6.9975 1.5059 1.337
Si 10.9161 2.8437 2.7566
Si 6.7341 6.7746 1.4037
Si 10.8626 8.3767 2.7496
Si -1.3272 4.1302 1.3093
Si 2.6209 0.011 2.7657
Si -1.3675 9.861 1.4253
Si 2.6769 5.465 2.6876
Si 5.4513 2.7796 2.6297
Si 8.1388 0.13 2.8664
Si 5.5153 8.234 2.7767
Si 8.1396 5.4281 2.7063
Si 1.3796 4.1521 4.1302
Si 4.0819 1.3935 4.0203
Si 1.3242 9.5986 4.1959
Si 4.1029 6.8109 4.041
Si 6.7917 4.0861 4.0758
Si 9.5728 1.4603 4.138
Si 6.827 9.5754 4.1594
Si 9.5078 6.869 4.0184
Si -0.0075 0.077 5.5285
Si 2.7406 2.7394 5.4397
Si -0.0261 5.51 5.4183
Si 2.7269 8.1529 5.4241
Si 5.4157 0.0269 5.4386
Si 8.1509 2.7602 5.4619
Si 5.4451 5.4509 5.4385
Si 8.1885 8.1859 5.4689
Si 1.3927 1.3977 6.8545
Si 4.1067 4.0745 6.811
Si 1.3653 6.8089 6.7924
Si 4.0837 9.5117 6.7819
Si 6.8106 1.3514 6.7951
Si 9.5206 4.1277 6.786
Si 6.8174 6.8009 6.8035
Si 9.5388 9.5469 6.8412
Si -0.0223 2.7609 8.1577
Si 2.7465 -0.037 8.1623
Si 0.0456 8.184 8.1625
Si 2.7083 5.4188 8.1493
Si 5.4501 2.6732 8.1623
Si 8.1622 0.005 8.1853
Si 5.4414 8.1502 8.1508
Si 8.1799 5.4475 8.1743
Si 1.357 4.0589 9.5302
Si 4.1115 1.2752 9.5335
Si 1.4103 9.5064 9.5524
Si 4.0624 6.7819 9.5013
Si 6.8368 4.0133 9.4864
Si 9.5487 1.3661 9.5346
Si 6.7984 9.5091 9.5132
Si 9.5838 6.8107 9.4954
Si 0.0713 0.0149 10.8802
Si 2.6557 2.5702 10.8347
Si 0.0499 5.471 10.887
Si 2.7517 8.1335 10.9412
Si 5.4486 -0.0878 10.9441
Si 8.1643 2.6758 10.9184
Si 5.402 5.3261 10.7628
Si 8.2155 8.1722 10.8127
Si 1.4367 1.2361 12.3963
Si 4.0266 3.9072 12.0851
Si 1.4074 6.7882 12.3312
Si 4.1275 9.4188 12.3695
Si 6.8044 1.27 12.2984
Si 9.5922 4.0678 12.1796
Si 6.8329 6.6951 11.9805
Si 9.5843 9.5688 12.1766
Si 0.0133 2.7412 13.5887
Si 2.8432 -0.1599 13.889
Si 0.0033 8.246 13.6101
Si 2.8042 5.2639 13.5259
Si 5.3158 2.6009 13.5516
Si 8.2542 -0.0259 13.6451
Si 5.5877 7.9279 13.4967
Si 8.1362 5.4035 13.4197
Si 1.407 4.0284 15.0085
Si 4.1709 1.3344 15.2868
Si 3.9561 7.4875 17.13
Si 4.7531 5.9964 14.6246
Si 7.585 2.7624 16.2437
Si 9.3952 1.5817 15.0139
Si 7.3524 8.9277 14.6661
Si 10.4876 5.9578 16.8829
Si 1.7468 -2.7155 17.1874
Si 6.0186 0.7985 16.9503
Si 2.32 2.3508 16.4788
Si 1.2048 9.5702 15.2245
Si 6.3486 -1.6203 16.734
Si 11.2695 0.7387 16.2512
Si 6.5044 4.2475 14.6503
Si 9.0201 7.24 14.6097
Si -1.1576 26.6274 25.1024
Si 32.4264 -20.8212 19.313
Si -3.7391 3.8753 26.6436
Si 8.4701 -6.7346 22.5009
Si 8.1693 24.1831 20.2767
Si -3.3165 21.7397 24.0791
Si 4.0255 9.5087 29.9531
Si -17.8742 -1.0841 21.8642
Si -26.5282 -18.9688 23.9134
Si -8.2585 -16.0979 23.9132
Si 13.2224 2.1587 19.5433
Si -11.6004 -0.7594 23.098
Si 12.7813 21.008 19.7286
Si -5.7014 7.4856 23.4954
Si 14.0548 13.8701 22.5703
Si 40.0612 -4.1553 21.5175
Si 23.1692 26.0994 26.4237
Si 27.8127 -10.4635 20.0839
Si 0.2197 -14.219 24.395
Si 6.3309 -4.0046 18.6081
Si 8.1177 -28.2622 17.9149
Si 2.0932 -32.2653 23.828
Si 40.6298 -23.0548 21.4633
Si 17.1184 30.8065 26.0835
O 6.9082 19.1649 -10.4936
O -11.6259 39.0783 -3.4153
O -8.7452 13.9541 -1.3428
O 4.0744 -14.9374 -0.4746
O -17.9216 1.1772 -0.5836
O 22.4536 -2.3301 -2.869
O 3.3763 21.4368 -5.2523
O -5.3828 8.2381 -3.5579
O 12.3613 6.8024 -4.7667
O 26.6011 10.8338 -7.4157
O 13.5782 -8.0755 -10.3669
O 39.4114 -20.0266 -7.7557
O 13.2939 -5.8694 -3.0624
O 24.0296 1.9724 -4.9682
O -2.2563 19.9901 0.2727
O 15.5998 -36.5746 -9.9622
O 18.7752 -7.2091 19.3419
O 9.5977 -6.5994 23.6135
O -4.3733 -26.0186 20.1822
O 28.0679 11.4444 28.6269
O -11.4549 8.5233 23.3573
O -1.6881 -0.0071 24.1694
O 5.5882 -20.978 18.5684
O -6.7109 6.2415 16.1324
O 27.9679 -7.7223 25.5092
O -8.8445 -10.9285 25.3897
O 9.6562 -5.8908 17.9002
O 24.4863 22.3617 19.3545
O -6.2369 -13.3064 22.3292
O -3.8508 -5.2553 17.8319
O 28.9301 -0.7595 20.167
O -12.4242 17.7354 16.1679
O 9.1064 1.3155 19.5525
O -4.3873 -14.9889 22.8628
O 24.4237 9.3713 20.9345
O 10.7413 11.3739 17.7763
O 0.7324 10.8086 23.1054
O -8.5002 30.7821 27.376
O 8.4079 -5.394 21.6194
O 18.0994 18.8757 26.8589
O -10.6711 21.5073 27.2071
O 13.4983 4.4881 22.8078
O 22.4785 13.1324 19.663
O 0.4011 15.9487 15.8123
O 14.9641 6.3709 23.8397
O 11.5542 6.9858 17.5465
O 6.1256 -5.9547 27.3689
O -2.602 -2.8353 21.3303
O 10.8821 -6.9964 25.7306
O 5.1244 -12.0163 27.0184
O 9.3828 -0.5479 21.698
O 7.093 10.2462 25.4765
O -9.0933 -12.6072 18.4577
O 19.8071 13.7846 21.6052
O -7.8549 -8.189 20.9357
O 4.6735 2.8189 23.1965
O 7.008 14.7967 23.1269
O 15.6376 -12.9473 16.5958
O 0.9171 -16.357 27.5091
O -3.7605 9.8879 22.8382
O -4.013 -9.509 23.7905
O 19.2186 4.7191 25.8964
O 22.1774 -11.1825 20.13
O 31.2122 6.7346 27.9212

Results
free energy: -118370.935 eV
free energy less fixed offsets of O -570.45, Si -639.56 eV per atom: 1.545 eV

Forces (eV/angstrom), in the order of the atoms: element, x, y, z
Si 0.0035 -0.0017 -0.0014
Si -0.0012 -0.0001 -0.0006
Si -0.0001 -0.0002 -0.0016
Si -0.0008 -0.0022 -0.0003
Si -0.002 0.0008 0.0022
Si -0.0035 0.002 0.0011
Si -0.0005 0.0001 0.0002
Si -0.0002 0.0017 0.0005
Si -0.0007 -0.0007 -0.0004
Si -0.0003 -0.0005 -0.0008
Si 0 -0.0003 -0.0007
Si -0.0004 0.0007 0.0013
Si -0.0008 -0.0015 -0.0003
Si -0.0003 -0.0011 -0.0007
Si 0 0.0001 -0.0007
Si -0.0008 -0.0014 0.0014
Si -0.0004 -0.001 -0.0011
Si -0.0001 0.0001 0.0005
Si 0.0009 0 0.0013
Si -0.0002 -0.0006 0
Si 0.0002 -0.0001 0.0001
Si 0.0003 -0.0002 -0.0008
Si -0.0003 -0.0001 -0.0002
Si 0.0007 -0.0011 -0.0003
Si -0.0003 0 0.0007
Si 0.0003 -0.0007 -0.0003
Si -0.0003 -0.0002 0.0009
Si -0.0004 -0.0008 0.0001
Si -0.0003 -0.0005 0.0001
Si -0.0011 -0.0006 0.0009
Si 0.0004 0.0001 0.0007
Si 0.0008 0.0006 -0.0002
Si 0.0005 -0.0007 0.0003
Si 0.0009 -0.0003 0.0001
Si 0.0001 0 0.0002
Si 0.0008 0.0001 0.0003
Si -0.0009 0.0002 0
Si 0.0005 -0.0007 0.0001
Si 0.0009 0.0004 0.0001
Si 0 -0.001 0.0002
Si -0.0002 -0.0009 0
Si -0.0005 -0.0006 0
Si 0.0002 -0.0003 0.0003
Si 0.0008 -0.0008 -0.0003
Si 0.0004 -0.0007 0.0001
Si 0.0005 0.0002 -0.0004
Si 0.0007 0.0001 -0.0002
Si 0.0007 -0.0001 -0.0001
Si -0.0001 -0.0007 0.0002
Si 0.0003 -0.0007 0.0002
Si 0.0002 -0.0005 0.0001
Si 0.0002 0.0004 0.0001
Si 0.0009 -0.0004 -0.0002
Si 0.0009 -0.0001 -0.0002
Si 0.0001 0.0003 0.0003
Si 0.0011 -0.0008 0.0004
Si 0.0011 -0.0009 0.0003
Si -0.0004 0 0.0003
Si -0.0009 0.0002 0.0005
Si -0.0004 -0.0003 0
Si -0.0007 -0.0007 -0.0001
Si 0.0006 -0.0007 0.0006
Si 0.0008 0 0.0002
Si 0.0003 0.0002 -0.0001
Si 0 -0.0002 0
Si -0.0009 -0.0004 0.0001
Si 0 0.0003 0.0001
Si 0.0003 -0.0008 -0.0001
Si 0.0003 -0.0004 0.0004
Si 0.0008 -0.0007 0.0002
Si -0.0003 -0.0006 0.0012
Si 0.0006 0.0002 0.0007
Si -0.0004 -0.0005 0.0005
Si -0.0001 0.0003 0.0011
Si -0.0002 0.0001 0.0009
Si 0.0005 -0.0006 0.0004
Si 0 0.0006 0.0006
Si -0.0014 0.0001 0.0012
Si -0.0005 -0.0003 0.0011
Si 0.0001 0.0002 0.0008
Si 0.0002 -0.0022 0.0005
Si -0.0004 0.001 0.0012
Si 0.0018 0.0007 0.0009
Si 0.0009 -0.0005 -0.0014
Si -0.0009 -0.0017 -0.0007
Si 0.0011 -0.0011 0
Si -0.0014 -0.0006 -0.0001
Si 0.0012 -0.0001 -0.0005
Si 0.0018 -0.0032 0.0015
Si -0.0006 -0.0003 0.0014
Si -0.0007 0.0019 -0.0033
Si -0.0004 0.0007 0.0027
Si 0.0001 -0.0005 0.0025
Si 0.0032 -0.0001 0.0018
Si 0.0004 -0.0002 -0.0001
Si -0.0056 0.0005 0.004
Si 0.0044 0.0006 -0.0055
Si 0.0015 -0.0015 -0.001
Si 0.0001 0.0005 0.0004
Si 0.0007 -0.0008 0.0004
Si 0.0001 0.0012 0.0006
Si -0.0021 -0.0001 0.0014
Si -0.001 0.0004 0.0012
Si 0.0001 -0.0024 0.0022
Si -0.0006 -0.001 0.0023
Si -0.0017 0.0019 -0.0002
Si -0.0021 -0.0019 0.0019
Si 0.0003 -0.0014 -0.0005
Si -0.002 0.0006 -0.0021
Si 0.0011 0 0.0012
Si 0.0003 -0.0002 0.0003
Si -0.0023 -0.0006 0.0005
Si -0.0007 -0.0002 0.0005
Si -0.0019 -0.0005 0.0014
Si 0.0053 0.0002 -0.0023
Si -0.0004 -0.0011 0.0006
Si 0.0016 0.0019 0.0022
Si -0.0008 -0.0001 -0.0002
Si -0.0033 -0.0016 0.0014
Si -0.0006 -0.0008 -0.0018
Si -0.0001 0.0002 0.0024
Si -0.0001 0.001 -0.0047
Si -0.0004 0.0006 0.0024
Si -0.0014 -0.0004 -0.0026
Si 0.0029 -0.0023 -0.0037
Si -0.0006 -0.0017 0.0007
Si -0.0007 0 -0.0011
Si 0.002 0.0001 0.0015
O -0.0002 -0.0017 0.0009
O 0.0005 -0.0006 0.0005
O -0.0004 -0.0001 0.0002
O -0.0008 0.0006 0.0003
O 0.0006 -0.0006 0.0003
O -0.0009 -0.0006 0
O -0.0006 0 -0.0018
O -0.0005 -0.0004 0.0001
O -0.0003 -0.0008 0.0004
O -0.0013 -0.0022 0.0026
O -0.0008 -0.0011 0.0012
O -0.0005 -0.0005 0.0006
O -0.0007 0 -0.0015
O 0.0001 -0.0004 0.0014
O -0.0024 -0.0026 -0.0025
O -0.0005 -0.0004 0.0017
O 0.0003 -0.0011 0.0029
O -0.0008 -0.0014 0.0001
O -0.0017 -0.001 0.0027
O 0.0005 -0.0007 -0.0007
O -0.0003 0.0003 0.0005
O -0.002 0.0002 -0.0007
O 0.0003 -0.0008 0.0037
O 0.0016 -0.0004 -0.0012
O -0.0015 -0.0008 -0.0011
O -0.0008 -0.0003 -0.0018
O -0.0029 -0.0015 0.0035
O -0.0014 -0.0011 0.0006
O -0.0014 0.0003 0.0012
O -0.0013 0.0027 0.0018
O 0 -0.0001 0.0028
O -0.0027 0.002 -0.0023
O -0.0004 -0.0001 0.0009
O -0.0019 -0.0002 0.0008
O 0.0006 -0.0002 0.002
O 0.002 -0.0001 -0.0038
O 0.0005 -0.0004 0.0002
O 0.0007 -0.0012 0.0002
O -0.0005 -0.0001 0.0001
O -0.0005 0.0007 0.0003
O 0.0018 -0.0011 -0.0019
O 0.0002 -0.0001 -0.0006
O 0.0021 -0.001 -0.0003
O 0.0005 -0.0028 -0.006
O 0.0002 0.0001 -0.0007
O 0.0003 -0.0031 0.0097
O -0.0012 0.0006 -0.0004
O -0.0011 0.0003 0.0001
O -0.0006 0.0002 0
O -0.0003 -0.0016 -0.0006
O -0.0013 -0.0005 -0.0008
O -0.0016 -0.0016 0.0003
O -0.0013 0.0001 0.0028
O -0.0009 0.0001 -0.0002
O -0.0017 0.0004 0.0016
O -0.0013 0 0.0005
O -0.0012 -0.0004 0.0016
O 0.0001 -0.0039 0.0006
O -0.0001 -0.0001 -0.0009
O -0.0005 -0.0007 -0.0002
O -0.0011 -0.0015 0.0007
O 0.001 0.001 -0.0014
O -0.0036 0.0003 0.0019
O -0.0005 -0.0003 0.0003

The program warned: the cutoff lies below the one the program advises for these potential files; the forces do not sum to zero within the program's tolerance; empty levels may hold ghost states of the PAW files; the exchange-correlation potential is rough where the density is thin.
